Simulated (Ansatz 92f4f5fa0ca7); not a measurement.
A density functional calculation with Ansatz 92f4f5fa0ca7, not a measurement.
Periodic cell of 224 atoms, Si132O90B1H1, from a study of silicon, its oxide and their interface. The atomic structure is a simulated model.
Doubt: the cutoff is far below the 930 eV that the study's wrapper takes by default for these files, so forces and energies are approximate.
This geometry differs little from another in the collection (a relaxation step or a small displacement).

Settings
functional: PBE
potential files: Ansatz PAW
basis: plane waves
wave-function cutoff: 580 eV
density cutoff ratio: 5
exchange-correlation grid ratio: 1
k mesh: 1 x 1 x 1, Gamma-centred
self-consistency stop: 5e-08 eV per atom in the density residual
occupations: fixed
spin: none
net charge: 0

Cell vectors (angstrom)
a	10.938	0	0
b	0	10.938	0
c	0	0	32.3249

Atoms: element, x, y, z (angstrom)
Si	0.3782	-0.3918	24.8952
Si	5.2171	0.2148	24.7824
Si	2.8629	2.362	24.7537
Si	7.8384	2.8606	24.7659
Si	-0.2692	5.6858	24.9345
Si	5.6894	5.1996	24.8632
Si	2.5866	8.2529	24.8604
Si	8.3396	7.7724	24.9929
Si	1.4151	1.2425	26.2218
Si	6.7523	1.3471	26.1852
Si	4.0248	4.0242	26.0563
Si	9.5348	3.9729	26.0874
Si	1.3363	6.7997	26.2401
Si	6.8285	6.6579	26.3329
Si	4.1502	9.5015	26.1208
Si	9.5495	9.5059	26.0992
Si	2.8075	-0.0783	27.5679
Si	8.2071	-0.0145	27.4925
Si	0.0242	2.6868	27.5027
Si	5.4249	2.7554	27.5365
Si	2.7477	5.4252	27.5181
Si	8.2739	5.3487	27.5942
Si	-0.0135	8.2196	27.5652
Si	5.5002	8.1734	27.5465
Si	4.1018	1.3673	28.9067
Si	9.5708	1.3673	28.9067
Si	1.3673	4.1018	28.9067
Si	6.8362	4.1018	28.9067
Si	4.1018	6.8362	28.9067
Si	9.5708	6.8362	28.9067
Si	1.3673	9.5708	28.9067
Si	6.8362	9.5708	28.9067
Si	0	0	30.2739
Si	5.469	0	30.2739
Si	2.7345	2.7345	30.2739
Si	8.2035	2.7345	30.2739
Si	0	5.469	30.2739
Si	5.469	5.469	30.2739
Si	2.7345	8.2035	30.2739
Si	8.2035	8.2035	30.2739
Si	1.3673	1.3673	31.6412
Si	6.8362	1.3673	31.6412
Si	4.1018	4.1018	31.6412
Si	9.5708	4.1018	31.6412
Si	1.3673	6.8362	31.6412
Si	6.8362	6.8362	31.6412
Si	4.1018	9.5708	31.6412
Si	9.5708	9.5708	31.6412
Si	2.7345	0	0.6835
Si	8.2035	0	0.6835
Si	0	2.7345	0.6835
Si	5.469	2.7345	0.6835
Si	2.7345	5.469	0.6835
Si	8.2035	5.469	0.6835
Si	0	8.2035	0.6835
Si	5.469	8.2035	0.6835
Si	4.1018	1.3673	2.0507
Si	9.5708	1.3673	2.0507
Si	1.3673	4.1018	2.0507
Si	6.8362	4.1018	2.0507
Si	4.1018	6.8362	2.0507
Si	9.5708	6.8362	2.0507
Si	1.3673	9.5708	2.0507
Si	6.8362	9.5708	2.0507
Si	0	0	3.418
Si	5.469	0	3.418
Si	2.7345	2.7345	3.418
Si	8.2035	2.7345	3.418
Si	0	5.469	3.418
Si	5.469	5.469	3.418
Si	2.7345	8.2035	3.418
Si	8.2035	8.2035	3.418
Si	1.3237	1.4475	4.7181
Si	6.8561	1.3753	4.8187
Si	4.0726	4.1194	4.8215
Si	9.574	4.1181	4.791
Si	1.3633	6.8381	4.8525
Si	6.758	6.9352	4.7007
Si	4.0842	9.5892	4.7759
Si	9.5445	9.6188	4.7859
Si	2.7342	0.1271	6.0056
Si	8.2489	0.0794	6.255
Si	0.0396	2.7928	6.1986
Si	5.5193	2.7821	6.1645
Si	2.7118	5.467	6.3079
Si	8.1505	5.5896	5.9601
Si	-0.0132	8.2861	6.1551
Si	5.4811	8.2962	6.1849
Si	3.9833	1.5332	7.4296
Si	9.8665	1.2658	7.5969
Si	1.6776	3.7283	7.6527
Si	6.6545	4.4906	7.34
Si	4.3856	6.6685	7.4887
Si	9.2535	7.1162	7.3191
Si	1.1498	9.9904	7.3103
Si	7.0986	9.4102	7.5581
O	9.5215	6.7636	24.37
O	4.0528	1.2934	24.2268
O	8.1785	8.217	7.9582
O	2.894	2.6545	7.9449
O	6.8138	4.0961	24.3537
O	1.4633	9.3806	24.4377
O	5.5068	5.5366	7.96
O	0.0476	0.0954	8.0305
O	7.623	4.0606	8.5888
O	6.5639	10.028	9.0067
O	9.8505	6.207	8.5716
O	2.2011	9.4493	8.4637
O	4.5569	0.7757	8.784
O	1.0584	3.8584	9.1848
O	9.4095	2.0761	8.9902
O	3.887	7.3684	8.9325
O	7.2669	8.1688	23.7793
O	8.1225	2.0653	23.3361
O	5.1906	5.9153	23.4732
O	1.9607	2.8722	23.4463
O	10.983	0.2733	23.4165
O	0.5676	5.1231	23.6346
O	3.1833	7.6381	23.4464
O	6.0193	10.527	23.4644
Si	6.1355	-2.7722	20.4666
Si	4.1643	6.721	22.513
Si	-6.719	15.2627	11.771
Si	5.6614	1.6417	12.2774
Si	5.9251	0.4654	9.6237
Si	-1.0918	-0.6171	16.3847
Si	-0.0323	-0.4496	13.4354
Si	-1.9506	2.2599	21.9547
Si	5.4548	4.9915	14.2943
Si	2.8411	3.4199	18.5496
Si	2.153	-2.2693	12.4216
Si	2.0515	5.4573	20.6679
Si	8.0773	2.8586	9.5725
Si	0.1516	8.0642	20.4647
Si	12.8465	3.2085	15.8663
Si	3.8379	-3.3373	14.6402
Si	-1.361	5.6428	13.9655
Si	-2.9047	14.5041	19.3046
Si	5.7873	3.5372	17.1937
Si	8.5476	6.5266	19.3963
Si	-3.7349	-1.3922	22.9053
Si	-1.4514	7.171	16.4932
Si	7.6461	1.2562	17.5918
B	3.0981	0.933	19.6003
Si	12.1101	4.2324	10.7743
Si	5.3807	10.5531	18.7641
Si	10.0529	10.5485	22.2527
Si	-0.6886	-3.0036	12.2041
Si	1.2591	-0.8961	18.3226
Si	2.5194	8.16	9.3869
Si	-3.1474	3.6687	12.6208
Si	-0.135	6.666	9.7945
Si	0.7789	3.7731	22.7418
Si	-7.4925	1.3352	14.2889
Si	12.1098	6.1065	15.505
Si	0.8677	2.2358	13.1799
Si	3.6213	-0.9619	16.3419
O	2.3159	-1.4085	17.2006
O	-2.03	-6.0035	19.4997
O	4.7129	-0.2279	17.286
O	-2.0983	6.2093	15.3252
O	0.6238	3.2238	11.9205
O	1.2205	-4.0698	20.7951
O	1.3155	7.0858	9.1817
O	-6.0638	2.8436	11.4724
O	9.2911	-4.1574	12.8254
O	5.0668	-4.3859	14.5349
O	2.3945	1.6438	13.0737
O	4.1701	4.4107	13.4248
O	-4.0753	0.3115	18.6946
O	3.3235	2.5703	15.3501
O	4.37	8.6869	15.7153
O	5.7788	4.3837	15.7827
O	2.3484	7.1434	15.1297
O	8.7126	-0.8319	23.0606
O	-5.7894	16.4331	11.1214
O	2.0052	4.8197	16.0065
O	6.6695	4.0676	18.5065
O	1.1931	4.2159	21.2458
O	4.2736	3.5298	17.7757
O	6.9189	1.7325	9.4688
O	0.8998	-3.321	12.5398
O	-0.6619	3.0822	22.5083
O	6.4816	2.1	16.7919
O	-0.8432	7.9208	10.5777
O	-8.4742	4.9064	19.1675
O	20.5759	7.3753	20.2424
O	5.6988	0.3573	11.2478
O	8.6238	6.903	17.8274
O	-2.9309	2.9672	20.8434
O	9.1191	4.1393	13.4799
O	-9.1961	2.8062	17.4566
O	-0.246	12.0094	12.9006
O	-1.0837	-1.5228	12.7827
O	0.7639	-2.2028	19.1313
O	2.9706	2.2991	19.7301
O	1.9792	11.1207	19.3089
O	2.6466	8.7599	10.8793
O	3.525	-2.6757	13.1835
O	5.5393	8.9767	19.1782
O	-11.0271	-0.2931	17.6309
O	8.5418	0.3553	16.5692
O	4.9389	7.6567	21.4328
O	2.7309	4.5236	11.1363
O	-4.2245	4.7537	13.2568
O	-6.5912	11.3046	19.7912
O	-0.2282	10.6011	15.039
O	6.9947	9.2558	21.3211
O	0.244	-5.3428	14.261
O	8.6201	13.2815	18.3672
O	8.2393	3.6026	11.0332
O	7.1316	2.171	12.8194
O	-0.1112	-1.6509	21.5421
O	1.4903	-0.8977	13.0071
O	0.1494	6.7686	16.6106
O	0.1367	5.4903	10.8858
O	0.7566	2.784	14.7529
O	7.0643	6.9127	19.973
O	3.3594	5.6314	21.6178
O	-1.5912	8.7731	16.2362
O	3.1085	-0.002	15.1398
O	-1.3784	0.851	21.2949
O	-6.0227	1.1779	13.6426
H	-6.1631	16.9578	10.3911

Results
free energy: -135270.539 eV
free energy less fixed offsets of B -154.04, H -15.97, O -568.88, Si -635.61 eV per atom: -0.809 eV

Forces (eV/angstrom), in the order of the atoms: element, x, y, z
Si	0.1218	-0.0401	-0.1477
Si	-0.0606	0.0828	-0.058
Si	0.0449	-0.0924	-0.1655
Si	-0.0715	0.0358	-0.1055
Si	-0.0796	0.0566	-0.0601
Si	0.0862	-0.0886	-0.0857
Si	-0.0627	0.0328	0.0089
Si	0.0795	-0.1062	-0.1702
Si	0.0294	-0.0342	0.0256
Si	-0.0498	0.0365	-0.0193
Si	0.0162	-0.0005	0.0209
Si	-0.0117	0.0191	-0.001
Si	-0.0125	0.0577	-0.0081
Si	0.0072	-0.0359	0.0321
Si	-0.0457	-0.0186	-0.0157
Si	-0.0265	-0.0124	0.0536
Si	0.0028	0.0054	-0.0159
Si	0.0125	-0.0029	-0.011
Si	-0.0255	0.0236	-0.0151
Si	0.0155	-0.0181	-0.0115
Si	-0.0162	-0.0057	-0.0249
Si	0.0023	-0.0013	-0.0205
Si	0.0174	-0.0149	-0.0328
Si	0.0008	0.0149	-0.0187
Si	0.0727	-0.0469	0.1578
Si	-0.021	-0.1037	-0.263
Si	-0.0291	-0.1831	-0.1782
Si	-0.1443	-0.3247	0.3212
Si	-0.0538	-0.114	-0.1386
Si	0.1091	-0.1767	0.1475
Si	0.0636	-0.0372	0.2407
Si	0.1535	0.0241	-0.112
Si	0.0479	-0.0046	-0.0215
Si	0.0061	0.1196	0.0021
Si	-0.0671	-0.1119	-0.0058
Si	-0.2087	-0.0604	0.0083
Si	-0.034	0.108	-0.0002
Si	0.0577	0.0128	-0.0176
Si	-0.1687	-0.0405	-0.0019
Si	-0.04	-0.0488	-0.0202
Si	-0.0275	0.0444	0.0041
Si	0.1214	-0.0753	0.0027
Si	-0.0053	0.0205	-0.0234
Si	0.0345	-0.0246	-0.0447
Si	0.0862	-0.065	-0.0072
Si	-0.0311	0.0222	-0.003
Si	0.0342	-0.0388	-0.0469
Si	0.0216	-0.0113	-0.0185
Si	-0.0013	-0.0149	0.0147
Si	-0.1045	0.0486	0.012
Si	-0.0234	0.0046	0.0426
Si	-0.0045	-0.0187	0.0021
Si	-0.0895	0.0735	-0.0003
Si	-0.0106	0.0151	0.0165
Si	0.0001	-0.0089	0.0034
Si	-0.0107	0.0277	0.044
Si	0.0334	0.0532	0.0499
Si	0.0385	-0.0462	-0.0503
Si	0.1663	0.0559	-0.0406
Si	0.0091	0.0156	0.0664
Si	-0.0258	-0.1289	-0.0454
Si	0.0333	0.0427	0.0621
Si	-0.0343	-0.0108	0.0539
Si	0.1552	0.0276	-0.0524
Si	-0.1656	0.135	-0.212
Si	0.1697	0.058	0.1466
Si	0.0478	0.4509	-0.315
Si	0.1336	-0.0929	0.1267
Si	0.1752	0.0914	0.1937
Si	-0.4559	0.0423	-0.1111
Si	-0.0454	-0.2474	0.2169
Si	-0.0105	0.4896	-0.357
Si	-0.0317	0.0117	0.011
Si	-0.0094	0.0191	0.0179
Si	0.0118	0.0142	-0.0027
Si	-0.012	0.024	0.0034
Si	-0.0111	-0.0089	-0.0003
Si	-0.0161	0.0165	0.0147
Si	0.0034	0.026	0.0189
Si	-0.0266	0.0181	0.0161
Si	0.0057	0.0253	-0.0207
Si	0.0322	-0.0445	0.0147
Si	0.0254	-0.0598	0.0028
Si	-0.0324	-0.0223	-0.0202
Si	0.031	-0.0077	0.0391
Si	0.0134	0.0079	-0.0696
Si	0.0076	0.0139	-0.0543
Si	0.0331	-0.0388	0.0133
Si	-0.0818	0.0323	0.0868
Si	0.1295	-0.0555	0.0799
Si	0.0241	-0.0724	0.0742
Si	-0.0346	0.1059	0.2269
Si	0.0511	-0.0052	0.02
Si	-0.1023	0.0418	0.1895
Si	-0.0023	0.0979	0.3107
Si	0.0564	-0.052	0.0178
O	-0.0275	0.0353	0.1573
O	-0.0152	0.0069	0.132
O	0.0251	-0.0547	-0.1085
O	0.0053	0.0021	-0.0697
O	0.0137	-0.0309	0.1133
O	-0.0266	0.0496	0.1138
O	0.0468	-0.0539	-0.1312
O	0.0417	-0.026	-0.181
O	-0.0293	-0.0357	-0.0978
O	-0.0059	0.0125	-0.0442
O	-0.0129	0.0353	-0.1039
O	-0.0858	-0.0686	-0.0807
O	0.0082	0.0044	-0.0619
O	0.012	0.0026	-0.1048
O	-0.0284	0.0223	-0.0475
O	-0.0618	0.0247	-0.0484
O	0.0205	0.0278	0.0788
O	-0.0064	0.0248	0.1198
O	-0.0129	0.0082	0.0417
O	0.0118	-0.001	0.0883
O	0.0083	-0.0074	0.113
O	0.0063	0.0054	0.063
O	0.0077	-0.0121	0.0231
O	0.0429	-0.0272	0.0489
Si	-0.0066	-0.0525	-0.0948
Si	-0.0068	0.0053	-0.0479
Si	0.0258	-0.0213	0.0068
Si	0.0286	0.0259	0.0566
Si	-0.0219	-0.0288	0.0842
Si	0.0387	-0.0213	-0.0128
Si	-0.0282	-0.0209	-0.0139
Si	0.0098	0.0327	-0.0701
Si	-0.0115	-0.0388	-0.0161
Si	-0.0038	0.0372	0.027
Si	-0.0545	0.0026	0.0524
Si	-0.0211	0.0442	-0.0524
Si	0.0089	0.0585	0.0355
Si	-0.0285	-0.0314	-0.0797
Si	0.0093	-0.0039	0.0095
Si	-0.0107	0.0059	-0.0129
Si	-0.0241	0.0105	-0.0045
Si	0.0444	0.0787	0.0308
Si	-0.0022	0.0108	0.0351
Si	-0.0038	-0.0162	-0.0166
Si	-0.0317	-0.0069	-0.0865
Si	-0.0401	-0.0043	0.0709
Si	-0.0043	-0.0117	0.0296
B	0.0221	0.0084	-0.051
Si	0.0353	-0.0113	0.1083
Si	-0.0137	-0.0346	0.0259
Si	-0.0041	-0.0253	-0.1391
Si	-0.0015	-0.0154	0.0472
Si	-0.0021	-0.0295	0.0343
Si	0.0301	0.1346	0.0062
Si	-0.0239	-0.0482	0.066
Si	-0.0215	0.0406	0.1221
Si	0.0395	0.0125	-0.0556
Si	0.0295	-0.0182	-0.0091
Si	-0.0241	-0.0051	0.0122
Si	0.0094	-0.0333	-0.0127
Si	-0.021	0.0291	-0.0045
O	0.0102	0.0015	-0.009
O	-0.035	-0.0258	-0.0172
O	0.008	0.0236	-0.0054
O	0.0242	0.0106	0.0041
O	0.009	0.0108	-0.0406
O	0.0181	-0.0199	0.0198
O	-0.0003	-0.0146	-0.0511
O	-0.0146	0.0125	-0.031
O	0.0191	-0.0086	0.0061
O	0.0078	-0.0014	0.0073
O	-0.0077	0.001	0.0028
O	0.0074	0.0327	0.0196
O	0.0063	0.0149	0.0021
O	-0.0212	0.0017	-0.0022
O	0.0088	-0.002	0.0102
O	0.0006	0.0072	0.0155
O	0.0056	-0.011	0.0099
O	-0.0284	-0.0026	0.0785
O	-0.0404	-0.0127	-0.027
O	0.0007	0.0046	-0.013
O	-0.0075	-0.0214	-0.0128
O	-0.007	-0.0338	0.0582
O	0.0185	-0.0173	-0.0099
O	0.0226	0.0181	-0.0214
O	0.0035	0.0234	-0.0195
O	-0.0262	-0.0192	0.0204
O	-0.0208	-0.0031	-0.0257
O	0.0385	-0.0356	-0.0511
O	0.003	-0.0341	0.003
O	0.0223	0.0198	0.0158
O	-0.0075	-0.0088	-0.0645
O	0.0337	0.0202	-0.0526
O	0.0349	-0.0048	0.0092
O	-0.0161	0.0203	-0.0178
O	-0.006	0.0039	-0.0121
O	0.0219	0.0028	0.0105
O	0.0255	0.015	-0.0108
O	0.0034	0.0087	0.0168
O	-0.0094	0.0062	-0.0043
O	0.0066	0.0041	0.0046
O	0.0072	-0.0433	-0.0888
O	-0.001	-0.0051	-0.0098
O	-0.0037	0.0246	0.0122
O	-0.0296	0.0125	-0.018
O	-0.0078	0.0023	-0.0053
O	0.0061	0.0084	0.0559
O	0.0036	0.0168	-0.0185
O	-0.0004	0.018	-0.0113
O	0.0191	-0.0127	-0.0002
O	-0.0216	-0.0081	0.0232
O	0.0224	0.0507	0.0909
O	0.0113	-0.0064	-0.0083
O	-0.0215	-0.0063	-0.0064
O	0.0126	-0.042	-0.0909
O	-0.0031	0.0206	-0.034
O	-0.033	0.0487	0.0514
O	0.0134	-0.0227	-0.0065
O	-0.0038	0.0148	-0.0049
O	-0.0012	0.0195	-0.0405
O	0.0102	0.0136	0.0111
O	0.0095	0.0217	0.0197
O	0.0136	-0.0021	0.0615
O	0.0117	-0.0195	0.0029
O	0.0026	-0.0051	0.0182
O	-0.0097	-0.0089	0.0474
O	-0.0142	0.0006	-0.0016
H	0.0307	-0.0119	0.0537

The program warned: the cutoff lies below the one the program advises for these potential files; the forces do not sum to zero within the program's tolerance; the exchange-correlation potential is rough where the density is thin.
